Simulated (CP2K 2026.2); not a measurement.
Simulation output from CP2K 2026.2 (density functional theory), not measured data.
Periodic cell of 504 atoms, Si360O144, from a study of silicon, its oxide and their interface. The atomic structure is a simulated model.
Doubt: the forces sum to 0.56 eV/angstrom along one axis rather than to zero, so they err by at least 0.0011 eV/angstrom per atom on average; the grid cutoff is modest.

Settings: functional PBE; method Gaussian and plane waves; basis set DZVP-MOLOPT-SR-GTH; pseudopotentials GTH-PBE; grid cutoff 350 Ry, relative cutoff 50 Ry; k points Gamma only; occupations fixed; spin none; net charge 0.

Cell vectors (angstrom)
a 16.32 0 0
b 0 16.32 0
c -2.6479 3.3921 33.7616

Atoms and the computed forces on them: element, x, y, z (angstrom), force x, y, z (eV/angstrom)
Si 1.633 14.712 0.172 0.003 0.037 -0.162
Si 3.902 1.521 0.178 0.044 0.04 -0.248
Si 1.704 3.808 0.228 -0.226 0.207 -0.413
Si 4.114 6.698 0.502 0.032 0.076 -0.385
Si 1.874 8.889 0.013 -0.167 0.143 -0.421
Si 3.804 12.457 0.114 -0.147 -0.041 -0.289
Si 6.88 14.798 0.183 0.017 -0.11 -0.337
Si 6.914 4.906 33.639 -0.027 -0.066 0
Si 3.605 7.925 33.759 -0.123 0.113 -0.144
Si 6.489 10.487 33.714 0.149 -0.088 -0.316
Si 6.97 9.357 0.077 0.034 0.069 -0.252
Si 6.557 16.028 33.73 0.049 -0.133 -0.348
Si 12.599 14.656 0.022 -0.005 -0.005 -0.142
Si 14.713 1.527 0.187 -0.02 -0.014 -0.393
Si 12.545 3.784 0.014 0.079 0.153 -0.37
Si 12.019 10.516 33.732 0.215 -0.085 -0.478
Si 12.348 9.275 0.055 -0.078 0.066 -0.316
Si 14.807 12.4 0.251 0.113 -0.044 -0.384
Si 2.74 16.289 1.528 -0.074 -0.006 -0.319
Si 5.433 2.777 1.441 0.043 0.043 -0.26
Si 2.674 5.371 1.686 0.039 -0.237 -0.12
Si 5.495 8.223 1.564 0.073 -0.034 -0.223
Si 2.713 10.757 1.354 0.013 0.03 -0.145
Si 5.386 13.573 1.499 -0.041 -0.017 -0.194
Si 8.16 16.44 1.308 0.139 -0.003 -0.238
Si 10.904 2.733 1.361 0.058 0.014 -0.112
Si 8.048 5.483 1.301 -0.085 -0.004 -0.226
Si 10.805 8.111 1.372 -0.082 -0.059 -0.187
Si 8.202 10.915 1.344 -0.04 0.064 -0.188
Si 10.877 13.636 1.322 0.054 0.011 -0.164
Si 13.57 16.277 1.48 0.02 -0.007 -0.244
Si 0.018 2.685 1.463 0.066 0.041 -0.233
Si 13.625 5.445 1.322 -0.032 -0.029 -0.168
Si 0.019 8.127 1.313 0.008 -0.042 -0.018
Si 13.543 10.828 1.42 -0.021 -0.085 -0.157
Si 0.04 13.577 1.521 0.088 0.083 -0.195
Si 1.324 1.307 2.856 0.034 -0.027 0.144
Si 4.088 4.022 2.941 -0.093 -0.196 0.171
Si 1.263 6.789 2.85 -0.09 0.091 0.143
Si 4.09 9.565 2.842 0.023 0.052 0.223
Si 1.357 12.128 2.809 0.089 -0.085 0.012
Si 4.104 14.958 2.879 0.037 0.029 0.171
Si 6.846 1.418 2.761 -0.124 0.054 0.041
Si 9.491 4.109 2.674 -0.094 0.073 -0.024
Si 6.837 6.804 2.853 0.08 0.053 0.145
Si 9.547 9.552 2.755 -0.067 0.034 0.076
Si 6.798 12.196 2.779 0.031 0.009 0.132
Si 9.536 15.039 2.711 -0.051 -0.024 -0.024
Si 12.188 1.345 2.79 0.019 -0.049 0.16
Si 14.987 4.12 2.777 -0.034 0.007 0.01
Si 12.189 6.735 2.722 0.056 0.014 0.074
Si 14.984 9.504 2.747 0.054 -0.059 0.014
Si 12.18 12.213 2.755 -0.052 0.143 0.043
Si 14.99 14.962 2.839 -0.052 0.045 0.168
Si -0.017 16.301 4.251 0.004 -0.021 -0.024
Si 2.693 2.654 4.252 0.118 0.057 -0.071
Si -0.038 5.428 4.244 0.002 0.029 -0.039
Si 2.707 8.153 4.167 -0.078 0.087 -0.055
Si -0.025 10.834 4.198 0.014 0.034 0.008
Si 2.718 13.547 4.182 0.011 -0.015 -0.075
Si 5.491 16.356 4.175 -0.053 -0.024 -0.017
Si 8.19 2.762 4.138 0.019 -0.069 0.001
Si 5.46 5.443 4.235 0.018 -0.02 -0.1
Si 8.205 8.192 4.181 -0.058 -0.093 -0.087
Si 5.459 10.89 4.224 -0.013 -0.041 -0.047
Si 8.174 13.624 4.104 -0.007 0.001 -0.115
Si 10.861 16.319 4.188 -0.04 0.069 -0.023
Si 13.595 2.726 4.129 -0.025 -0.005 -0.087
Si 10.842 5.415 4.13 0.046 0.049 -0.014
Si 13.583 8.122 4.099 0.022 -0.036 -0.097
Si 10.87 10.88 4.18 0.023 -0.011 0.002
Si 13.576 13.572 4.139 -0.011 0.026 -0.073
Si 1.383 14.966 16.568 -0.022 0.001 0.054
Si 4.065 17.648 16.567 0.048 0.012 0.035
Si 1.372 4.086 16.556 -0.045 -0.011 0.06
Si 4.063 6.785 16.55 0.012 0.002 0.06
Si 1.39 9.535 16.567 -0.011 -0.027 0.049
Si 4.073 12.224 16.58 0.023 -0.003 0.075
Si 6.791 14.957 16.56 -0.042 -0.018 0.046
Si 9.502 17.635 16.51 0.049 -0.017 0.016
Si 6.791 4.082 16.531 -0.043 0.011 0.026
Si 9.495 6.76 16.516 0.042 -0.001 0.016
Si 6.781 9.517 16.533 -0.015 0.005 0.042
Si 9.477 12.213 16.513 0.016 0.032 0.019
Si 12.26 14.978 16.53 -0.016 -0.013 0.042
Si 14.958 17.672 16.543 -0.01 0.018 0.06
Si 12.254 4.07 16.519 -0.016 -0.003 0.03
Si 14.968 6.776 16.529 0.021 0.021 0.031
Si 12.267 9.535 16.509 -0.031 -0.013 0.006
Si 14.976 12.236 16.552 0.006 0.017 0.032
Si 2.72 16.311 17.996 -0.022 -0.037 0.111
Si 5.437 2.713 17.894 -0.031 -0.008 0.03
Si 2.713 5.445 17.963 0.014 0.013 0.057
Si 5.427 8.152 17.905 0.025 0 0.006
Si 2.73 10.881 18.006 -0.005 -0.003 0.044
Si 5.433 13.599 17.947 0.03 0.012 0.024
Si 8.158 16.306 17.939 0.052 0.045 0.064
Si 10.869 2.685 17.836 -0.025 -0.038 -0.01
Si 8.144 5.415 17.936 -0.006 -0.011 0.086
Si 10.88 8.152 17.806 0.02 0.002 0.014
Si 8.121 10.871 17.926 -0.018 -0.004 0.064
Si 10.847 13.604 17.817 0.001 -0.059 0.049
Si 13.606 16.332 17.951 0.023 0.004 0.054
Si 0.001 2.716 17.909 0.015 0.031 0.036
Si 13.627 5.407 17.912 -0.016 -0.008 0.07
Si 0.015 8.145 17.887 -0.015 0.035 0.032
Si 13.617 10.879 17.925 -0.013 -0.006 0.092
Si 0.027 13.595 17.926 -0.015 0.019 -0.023
Si 1.337 17.722 19.343 -0.006 0.009 -0.166
Si 4.092 4.048 19.301 0.018 -0.012 -0.097
Si 1.319 6.814 19.335 -0.007 -0.032 -0.023
Si 4.094 9.458 19.354 0.005 0.011 0.002
Si 1.364 12.286 19.375 0.097 0.019 0.045
Si 4.103 14.936 19.383 -0.092 0.003 -0.061
Si 6.821 17.731 19.292 0.047 0.018 -0.133
Si 9.511 3.969 19.246 -0.038 -0.057 -0.073
Si 6.786 6.824 19.299 -0.01 0.032 -0.041
Si 9.523 9.458 19.204 -0.011 -0.028 -0.102
Si 6.771 12.24 19.346 0.026 -0.054 0.018
Si 9.525 14.891 19.276 -0.043 -0.049 -0.104
Si 12.183 17.708 19.28 -0.026 -0.003 -0.027
Si -1.347 4.033 19.331 -0.006 -0.008 -0.038
Si 12.227 6.818 19.181 -0.01 0.074 -0.159
Si -1.298 9.505 19.286 -0.013 0.026 -0.123
Si 12.179 12.278 19.204 -0.019 0.022 -0.213
Si -1.305 14.964 19.301 0.051 0.071 -0.04
Si 0.018 16.357 20.741 -0.031 -0.085 0.094
Si 2.702 2.761 20.723 0.044 0.022 0.271
Si -0.006 5.417 20.728 0.013 0.014 0.236
Si 2.686 8.134 20.751 0.026 -0.059 0.216
Si 0.027 10.874 20.721 0.01 -0.05 0.158
Si 2.745 13.598 20.848 -0.006 -0.018 0.121
Si 5.496 16.38 20.643 -0.057 -0.065 0.19
Si 8.172 2.692 20.766 0.084 -0.049 0.241
Si 5.452 5.416 20.646 -0.088 0.055 0.175
Si 8.213 8.151 20.662 0.078 -0.092 0.316
Si 5.434 10.837 20.74 0.007 0.051 0.181
Si 8.2 13.554 20.725 -0.009 -0.113 0.268
Si 10.838 16.29 20.618 0.152 -0.003 0.169
Si 13.538 2.711 20.698 -0.06 0.148 0.193
Si 10.879 5.4 20.454 0.046 0.033 0.193
Si 13.607 8.129 20.563 -0.034 0.001 0.247
Si 10.841 10.86 20.516 0.011 0.032 0.239
Si 13.537 13.632 20.549 -0.067 0.079 0.271
Si 1.734 15.381 22.093 -0.124 -0.156 0.463
Si 4.009 17.599 22.018 0.03 0.076 0.365
Si 1.542 4.29 22.162 -0.018 -0.036 0.189
Si 3.823 6.46 22.015 0.036 -0.021 0.219
Si 1.57 9.726 22.147 -0.069 0.07 0.146
Si 3.852 11.919 22.176 -0.011 0.055 0.073
Si 6.971 15.14 21.981 -0.031 -0.074 0.309
Si 9.236 17.261 22.04 0.061 0.167 0.44
Si 7.055 4.374 22.042 0.05 0.081 0.373
Si 9.393 6.465 21.891 -0.093 0.115 0.234
Si 7.108 9.742 22.025 0.055 0.06 0.225
Si 9.396 11.921 22.044 -0.093 0.05 0.056
Si 12.426 15.197 21.977 0.094 -0.017 0.203
Si -1.67 17.437 22.028 -0.075 -0.146 0.339
Si 12.409 4.431 21.93 -0.016 -0.137 0.232
Si -1.626 6.594 21.99 -0.044 -0.019 0.274
Si 12.428 9.731 21.796 0.117 -0.022 0.321
Si -1.705 12.02 21.831 -0.066 0.027 0.356
Si 0.032 2.515 24.365 -0.105 -0.218 0.378
Si 1.766 6.576 26.414 0.119 0.055 0.509
Si 11.94 8.612 26.735 0.032 0.051 0.341
Si 9.187 9.535 26.002 0.07 0.049 0.64
Si 8.324 13.063 30.957 -0.009 -0.038 -0.621
Si 12.141 10.08 30.718 0.086 0.093 -0.549
Si 11.291 13.298 24.254 0.037 0.137 0.375
Si 2.439 13.984 31.659 -0.04 0.088 -0.455
Si 5.421 10.591 28.309 -0.172 0.048 0.026
Si 8.66 3.239 31.48 0.002 0.018 -0.597
Si 0.284 10.459 28.808 0.149 -0.161 -0.19
Si 10.195 17.613 25.054 -0.13 -0.138 0.505
Si 9.924 13.715 27.117 -0.041 -0.032 0.389
Si 6.708 19.155 29.226 -0.175 0.139 -0.446
Si -1.532 9.901 26.279 -0.179 0.111 0.497
Si 12.547 16.54 26.49 0.142 0.072 0.195
Si 14.313 12.45 24.694 0.2 0.024 0.654
Si 3.726 4.244 26.756 -0.006 -0.065 0.51
Si -1.51 14.163 29.233 -0.165 -0.004 -0.356
Si 9.292 5.015 26.449 -0.084 0.012 0.237
Si 11.53 17.147 29.313 -0.078 0.092 -0.31
Si 12.879 15.338 31.084 -0.084 -0.04 -0.639
Si 5.518 13.522 24.366 -0.005 0.062 0.395
Si 2.781 11.689 27.553 0.046 0.025 0.086
Si 9.063 15.461 29.214 0.071 0.22 -0.206
Si 5.421 2.937 24.397 0.063 -0.024 0.425
Si 3.416 14.534 26.503 -0.173 -0.179 0.398
Si 3.7 9.107 26.42 -0.147 0.108 0.488
Si 0.02 7.989 24.368 -0.064 0.006 0.462
Si 9.589 8.111 30.772 0.202 -0.141 -0.475
Si -2.351 3.725 31.824 -0.066 -0.008 -0.326
Si 1.134 16.078 24.963 -0.025 -0.174 0.643
Si 0.022 7.505 28.78 0.044 0.117 -0.134
Si 5.793 5.736 28.73 0.096 -0.236 -0.354
Si -1.41 6.575 31.216 -0.176 0.264 -0.713
Si 11.585 3.994 24.867 0.101 0.089 0.487
Si 7.541 12.021 26.34 0.045 -0.028 0.477
Si 12.721 3.599 29.038 -0.282 0.013 -0.392
Si 7.705 18.622 26.3 0.092 0.129 0.315
Si 2.98 3.643 31.737 -0.184 -0.202 -0.468
Si 10.886 8.122 24.061 0.1 -0.064 0.392
Si -1.357 14.858 26.346 -0.057 0.04 0.314
Si 7.313 7.327 26.572 0.22 -0.032 0.312
Si 13.413 7.916 29.109 -0.072 -0.038 -0.318
Si 6.581 15.256 30.704 -0.198 0.03 -0.7
Si 3.74 15.587 29.405 0.113 0.278 -0.45
Si 3.575 18.626 29.115 0.179 -0.232 -0.389
Si 10.207 5.238 29.481 0.138 0.017 -0.392
Si -0.006 12.36 30.985 -0.224 -0.076 -0.698
Si 14.021 3.084 26.276 -0.25 -0.097 0.344
Si 4.923 6.156 31.661 -0.031 0.112 -0.511
Si 12.071 12.972 29.36 0.176 0.019 -0.295
Si 7.409 10.142 30.677 -0.058 0.246 -0.502
Si 5.437 8.133 24.233 0.04 -0.047 0.309
Si 1.364 14.915 5.566 -0.055 -0.009 -0.002
Si 4.1 1.329 5.588 -0.054 -0.023 -0.022
Si 1.348 4.063 5.584 -0.011 -0.024 -0.019
Si 4.066 6.805 5.56 0.02 -0.037 0.015
Si 1.354 9.494 5.568 0.001 0.014 -0.051
Si 4.088 12.238 5.582 0.035 0.022 -0.007
Si 6.828 14.961 5.531 0.031 0.035 -0.044
Si 9.512 1.379 5.544 0.023 -0.022 -0.059
Si 6.831 4.073 5.567 -0.018 0.045 -0.023
Si 9.539 6.801 5.543 0.021 0.038 -0.053
Si 6.817 9.511 5.565 -0.019 0.01 -0.013
Si 9.507 12.259 5.527 0.012 -0.019 -0.07
Si 12.234 14.942 5.534 0.007 0.004 -0.047
Si 14.929 1.373 5.561 0.047 0.001 -0.052
Si 12.222 4.069 5.519 -0.037 -0.036 -0.061
Si 14.909 6.802 5.562 -0.017 -0.04 -0.039
Si 12.251 9.496 5.515 -0.002 0.05 -0.064
Si 14.932 12.222 5.539 0.012 -0.015 -0.022
Si 2.725 16.284 6.937 0.08 -0.028 0.005
Si 5.458 2.713 6.936 -0.024 0.001 -0.005
Si 2.715 5.434 6.935 0.014 0.006 0.005
Si 5.442 8.157 6.93 -0.005 -0.001 -0.003
Si 2.716 10.866 6.934 -0.005 -0.003 0.006
Si 5.46 13.609 6.923 -0.042 0.001 -0.004
Si 8.168 16.323 6.919 -0.028 -0.01 0.011
Si 10.881 2.718 6.919 0.023 -0.01 0.005
Si 8.182 5.445 6.928 -0.028 -0.01 0.021
Si 10.897 8.155 6.915 0.01 -0.053 0.005
Si 8.169 10.889 6.92 -0.029 0.014 0.02
Si 10.876 13.593 6.915 0.003 0 0.021
Si 13.582 16.309 6.919 -0.011 0.01 0.004
Si -0.02 2.71 6.944 -0.011 0.021 0.015
Si 13.565 5.426 6.922 0.001 0.044 0.005
Si -0.023 8.145 6.929 0.021 0.005 0.025
Si 13.588 10.857 6.914 0.017 0 0.004
Si -0.019 13.571 6.924 0.01 0.022 -0.004
Si 1.357 1.34 8.295 -0.008 0.006 -0.002
Si 4.085 4.073 8.299 0.014 0.009 0.005
Si 1.346 6.79 8.301 -0.007 -0.007 0.008
Si 4.082 9.513 8.304 -0.001 -0.008 0.003
Si 1.35 12.224 8.301 0.001 0.004 0.008
Si 4.092 14.944 8.31 -0.021 0.009 0.018
Si 6.808 1.348 8.307 -0.017 -0.009 0
Si 9.529 4.076 8.302 0.007 0.016 -0.001
Si 6.805 6.794 8.298 -0.016 -0.012 0
Si 9.53 9.518 8.287 0.005 0.012 -0.01
Si 6.807 12.24 8.299 0.011 -0.003 -0.002
Si 9.524 14.957 8.294 0.013 0.01 -0.003
Si 12.231 1.351 8.297 -0.006 -0.002 0.004
Si 14.94 4.078 8.302 0.008 -0.033 0.004
Si 12.232 6.794 8.308 0.001 0.007 0.005
Si 14.951 9.513 8.302 0.002 0 0.002
Si 12.232 12.225 8.289 -0.006 0.002 -0.002
Si 14.951 14.949 8.29 0.01 -0.008 0.005
Si -0.003 16.302 9.668 0.004 0.002 0.008
Si 2.72 2.707 9.666 0.004 -0.005 0
Si -0.009 5.43 9.675 -0.001 0.011 0.007
Si 2.715 8.15 9.671 0 0.006 0.001
Si -0.006 10.869 9.677 0.006 -0.004 0.007
Si 2.718 13.585 9.67 0.015 -0.007 0.003
Si 5.443 16.312 9.679 -0.01 0.007 0.01
Si 8.165 2.714 9.674 -0.001 -0.006 -0.002
Si 5.443 5.433 9.673 0.001 -0.001 0.008
Si 8.165 8.159 9.666 -0.011 -0.001 -0.01
Si 5.442 10.878 9.67 -0.014 0.007 0.007
Si 8.165 13.597 9.673 -0.013 0 -0.004
Si 10.879 16.311 9.675 0 -0.001 0.002
Si 13.593 2.708 9.674 0.003 0.007 -0.005
Si 10.879 5.434 9.683 -0.006 0.002 0.001
Si 13.598 8.152 9.679 0.009 -0.012 -0.003
Si 10.881 10.871 9.675 0.002 -0.004 0.001
Si 13.595 13.586 9.665 -0.003 0.007 -0.005
Si 1.362 14.949 11.045 -0.004 0.004 0.004
Si 4.075 1.349 11.048 0.01 0.005 0.008
Si 1.36 4.069 11.041 -0.016 -0.004 0
Si 4.077 6.79 11.044 0.003 -0.003 0.001
Si 1.361 9.513 11.047 -0.009 -0.003 0.002
Si 4.076 12.229 11.045 -0.009 -0.001 0.003
Si 6.801 14.951 11.05 -0.001 0 0
Si 9.517 1.348 11.049 0.007 0.002 -0.007
Si 6.799 4.07 11.047 -0.005 0.001 0.003
Si 9.515 6.795 11.049 0.008 -0.007 -0.003
Si 6.801 9.516 11.042 0.002 0.002 -0.002
Si 9.519 12.23 11.048 0.015 -0.004 -0.004
Si 12.242 14.949 11.044 -0.012 0.002 -0.003
Si 14.962 1.347 11.041 0.004 0.001 0.001
Si 12.24 4.072 11.05 -0.007 0 -0.004
Si 14.96 6.794 11.052 0.005 0.008 0.001
Si 12.242 9.515 11.054 -0.01 -0.001 -0.004
Si 14.959 12.234 11.049 0.006 -0.001 0.001
Si 2.718 16.308 12.427 -0.007 0.002 0.009
Si 5.434 2.71 12.42 -0.003 -0.005 -0.006
Si 2.719 5.429 12.421 0.006 0.005 0.005
Si 5.434 8.158 12.413 0.007 -0.002 -0.008
Si 2.718 10.874 12.424 0.008 -0.006 0.01
Si 5.431 13.593 12.416 -0.003 -0.008 -0.007
Si 8.155 16.312 12.426 0.003 0.006 0.01
Si 10.879 2.708 12.416 -0.002 0.005 -0.011
Si 8.154 5.432 12.423 -0.003 0.005 0.003
Si 10.878 8.152 12.421 -0.007 -0.001 -0.016
Si 8.154 10.874 12.425 -0.002 0.001 0.006
Si 10.881 13.591 12.418 0.001 0.001 -0.018
Si 13.608 16.306 12.418 -0.002 0.002 0
Si 0.006 2.705 12.416 -0.001 -0.001 -0.003
Si 13.604 5.43 12.424 0 -0.004 0.003
Si 0.006 8.153 12.421 0.003 0.003 -0.005
Si 13.605 10.875 12.431 -0.006 -0.003 0.003
Si 0.006 13.59 12.423 -0.003 0.003 -0.003
Si 1.361 17.672 13.803 -0.006 0.005 0.005
Si 4.073 4.063 13.799 0.011 0.003 0.002
Si 1.367 6.798 13.797 -0.02 -0.006 0.001
Si 4.077 9.513 13.794 -0.007 0 0
Si 1.368 12.239 13.806 -0.006 -0.008 0.001
Si 4.077 14.944 13.802 0.02 -0.006 0.002
Si 6.785 17.668 13.797 0 0.012 0.002
Si 9.515 4.061 13.788 0.019 -0.008 -0.007
Si 6.784 6.794 13.788 -0.005 0.01 -0.004
Si 9.514 9.506 13.794 0.024 -0.009 -0.01
Si 6.781 12.234 13.792 -0.009 0.017 -0.002
Si 9.515 14.943 13.79 0.02 -0.011 -0.004
Si 12.244 17.671 13.781 -0.009 -0.003 -0.01
Si 14.972 4.067 13.789 -0.012 0.009 0
Si 12.241 6.793 13.791 -0.008 0.006 -0.012
Si 14.978 9.516 13.799 0.004 -0.013 -0.004
Si 12.244 12.243 13.798 -0.022 0.001 -0.011
Si 14.974 14.953 13.799 -0.007 0.001 -0.004
Si 0.01 16.31 15.184 -0.012 -0.012 -0.008
Si 2.72 2.705 15.187 0.001 0.003 0.001
Si 0.015 5.426 15.162 0.006 0.016 -0.015
Si 2.723 8.16 15.178 0.023 0.017 -0.013
Si 0.018 10.875 15.182 -0.018 0.005 -0.007
Si 2.727 13.591 15.195 -0.005 0.011 -0.025
Si 5.429 16.307 15.179 -0.013 -0.01 -0.004
Si 8.147 2.707 15.165 0.001 -0.005 -0.011
Si 5.424 5.436 15.165 0.011 -0.009 -0.009
Si 8.142 8.148 15.164 -0.012 -0.018 0.002
Si 5.422 10.879 15.173 0.015 -0.007 -0.015
Si 8.134 13.597 15.163 0.007 -0.022 -0.012
Si 10.886 16.305 15.144 -0.003 0.022 -0.017
Si 13.609 2.705 15.154 -0.003 -0.003 -0.007
Si 10.88 5.421 15.15 -0.005 0.009 0.008
Si 13.615 8.148 15.157 -0.024 0.002 -0.001
Si 10.875 10.877 15.153 0.017 0.001 -0.001
Si 13.615 13.597 15.173 0.003 0 0.007
O 2.987 16.396 22.523 -0.086 -0.233 -0.656
O 13.232 9.589 26.66 -0.08 -0.04 -0.261
O 12.671 10.072 32.261 0.173 -0.18 0.71
O 2.737 5.351 22.678 -0.142 0.011 -0.418
O -1.354 12.828 23.248 0.109 -0.064 -0.453
O 8.195 10.889 22.593 -0.191 -0.26 -0.435
O 13.278 9.408 29.752 0.124 0.149 0.116
O 4.849 9.228 27.593 0.053 -0.057 0.042
O 0.057 16.984 33.325 0.034 -0.188 0.532
O 9.995 17.674 23.454 -0.243 -0.141 -0.375
O 6.722 12.775 25.169 -0.182 0.11 -0.499
O 4.559 18.253 23.453 -0.378 -0.157 -0.36
O 2.339 15.632 25.978 -0.129 0.161 -0.261
O 6.175 14.554 23.304 -0.087 0.344 -0.434
O 12.182 7.656 28.053 -0.2 0.105 -0.071
O 12.936 15.158 32.686 -0.154 0.118 0.626
O 8.225 5.467 22.566 -0.018 -0.037 -0.469
O 3.461 18.64 32.547 0.285 0.02 0.266
O 9.317 7.76 32.337 -0.204 -0.112 0.675
O 13.548 16.291 22.585 -0.142 0.138 -0.411
O 9.628 18.498 32.225 0.031 -0.013 0.256
O 4.579 12.451 23.569 0.021 -0.025 -0.306
O 7.841 3.94 32.69 -0.287 0.321 0.471
O 10.409 6.88 23.141 0.086 -0.021 -0.368
O 3.769 13.509 32.47 -0.006 0.083 0.145
O 10.939 2.654 25.501 -0.228 -0.018 -0.08
O 6.71 6.838 27.989 0.122 0.002 0.007
O 11.01 6.033 33.279 -0.035 0.066 0.546
O 6.263 6.023 32.586 0.267 -0.169 0.604
O 13.537 10.846 22.343 0.202 -0.126 -0.684
O 8.88 13.221 32.481 0.033 -0.093 0.547
O 13.453 17.877 26.31 0.082 -0.093 -0.328
O 13.533 5.516 22.528 0.04 -0.275 -0.702
O 13.435 15.28 26.005 -0.214 -0.043 0.139
O 8.801 17.489 25.899 0.082 -0.179 -0.111
O 11.806 4.933 29.266 0.113 -0.055 0.247
O 0.31 11.021 33.475 -0.024 0.233 0.478
O -1.97 15.168 30.42 0.118 0.063 0.303
O 9.553 4.289 30.62 0.046 -0.292 0.267
O 4.147 11.62 28.462 -0.026 0.018 0.308
O 2.753 10.438 26.499 0.122 -0.217 -0.398
O 7.081 15.751 32.17 0.153 -0.173 0.783
O -1.414 5.055 31.769 0.311 -0.181 0.004
O -1.505 7.812 28.267 -0.099 0.058 -0.078
O 13.163 4.041 25.271 -0.083 0.269 -0.401
O 12.594 4.101 32.609 -0.263 0.208 0.322
O 4.638 7.071 23.312 -0.169 0.126 -0.374
O 0.308 6.213 33.553 0.033 -0.271 0.434
O 4.365 9.133 24.941 -0.106 0.149 -0.236
O 8.095 16.189 22.626 0.014 0.289 -0.814
O 9.519 8.841 24.579 0.077 0.03 -0.356
O 6.736 4.466 29.12 -0.048 -0.123 -0.118
O 2.723 3.209 30.177 -0.003 0.201 0.304
O 5.339 17.093 33.388 0.133 0.096 0.571
O 3.085 17.076 29.214 -0.248 -0.091 -0.027
O 1.662 4.282 32.444 -0.133 0.031 0.368
O 1.497 12.659 31.539 0.332 -0.013 0.383
O -1.235 13.336 25.832 -0.183 -0.32 -0.146
O 10.304 12.34 23.367 -0.036 -0.08 -0.108
O 10.571 9.516 26.909 -0.274 -0.22 -0.214
O 13.772 3.707 27.78 0.242 0.246 0.021
O 7.623 18.759 30.499 0.301 0.123 0.435
O 8.258 8.844 30.171 -0.025 -0.219 -0.084
O 11.666 14.574 23.306 0.282 0.237 -0.325
O 10.7 5.132 25.635 0.205 -0.035 -0.218
O 11.075 13.041 28.07 -0.094 -0.246 -0.229
O 1.014 6.857 25.005 -0.073 -0.144 -0.567
O 10.81 9.165 30.622 -0.177 0.064 -0.042
O 5.339 11.586 33.224 0.132 0.015 0.561
O 6.501 9.019 23.388 0.022 0.036 -0.271
O 2.678 10.848 22.712 0.048 0.087 -0.66
O 9.988 16.735 29.643 0.128 0.123 -0.154
O 2.743 14.555 30.154 -0.306 -0.216 0.445
O 9.936 6.787 29.885 -0.073 0.234 0.264
O 4.475 3.832 25.381 0.013 -0.098 -0.216
O 8.626 11.009 25.685 -0.157 -0.182 -0.504
O 1.133 15.127 23.63 -0.205 -0.237 -0.368
O -1.475 7.639 32.46 0.142 0.097 0.51
O 11.073 16.887 33.428 -0.139 -0.163 0.145
O 12.682 12.578 24.72 -0.157 0.215 -0.333
O 4.041 7.391 32.244 -0.213 0.123 0.326
O 12.369 16.833 30.666 0.257 0.164 0.498
O 5.176 18.661 29.45 -0.04 0.282 0.291
O -1.108 12.66 32.169 0.144 0.103 0.625
O 7.058 9.931 32.252 0.092 0.132 0.761
O -0.752 3.063 25.728 0.448 0.077 -0.239
O 13.65 3.261 30.308 0.357 -0.046 0.518
O 2.406 5.088 26.363 -0.019 0.128 -0.221
O -0.248 10.88 30.3 -0.097 0.048 0.551
O 0.836 8.918 28.89 0.038 0.05 0.121
O -1.569 10.939 25.051 0.286 -0.051 -0.271
O 8.32 3.784 26.007 0.061 0.16 0.015
O 6.173 7.303 25.426 -0.282 0.128 -0.635
O 11.884 14.21 30.417 0.114 -0.061 0.315
O 7.98 8.789 26.812 0.1 0.201 -0.028
O 11.794 9.149 23.202 -0.191 -0.141 -0.141
O 2.445 9.08 33.33 0.094 -0.123 0.518
O 10.864 11.623 33.239 -0.019 -0.15 0.451
O 8.319 11.503 30.48 0.133 -0.118 0.382
O 13.544 6.824 30.313 -0.013 -0.208 0.408
O 6.392 18.382 25.378 -0.097 -0.21 -0.115
O 0.883 9.086 23.517 0.04 0.022 -0.258
O 7.512 15.886 29.493 -0.039 -0.087 0.205
O 5.076 15.691 30.324 0.23 0.231 0.409
O 9.264 14.041 30.026 0.069 -0.169 0.25
O 6.504 11.294 27.341 0.309 0.135 -0.105
O 0.751 6.554 27.696 -0.137 -0.236 0.013
O 4.076 15.029 27.911 0.258 0.103 -0.059
O 11.781 7.712 25.383 -0.176 0.105 -0.312
O 10.448 13.731 25.588 0.205 -0.186 -0.564
O -0.711 8.632 25.684 0.03 -0.415 -0.444
O 13.623 13.095 28.831 0.162 0.024 0.208
O -1.588 18.83 32.57 -0.164 -0.07 0.004
O 11.622 18.71 28.87 -0.195 -0.018 -0.199
O 2.666 13.099 26.755 -0.065 0.048 -0.307
O 7.307 18.478 27.871 0.194 -0.153 -0.013
O -0.809 10.549 27.598 -0.086 0.018 0.011
O 9.525 15.204 27.667 0.156 -0.073 0.178
O 12.177 16.295 28.067 -0.123 -0.026 -0.103
O 6.789 13.621 30.746 -0.168 0.057 0.447
O -1.112 18.159 23.407 -0.158 0.028 -0.368
O -1.064 15.014 27.933 -0.11 0.118 0.095
O 1.501 11.494 28.513 -0.059 0.177 -0.014
O 2.898 7.723 26.681 0.143 -0.059 -0.086
O -0.095 6.794 30.246 0.086 -0.316 0.326
O 8.468 12.991 27.25 0.071 0.09 0.047
O 4.618 14.358 25.433 0.422 0.137 -0.58
O 11.498 3.986 23.249 0.137 -0.044 -0.414
O -1.065 7.284 23.388 -0.156 -0.165 -0.34
O 0.803 3.706 23.547 -0.04 0.419 -0.228
O 4.634 5.205 27.719 -0.052 0.063 -0.144
O 11.832 11.571 30.14 -0.128 -0.195 0.434
O 11.216 16.462 25.566 -0.079 -0.094 -0.17
O -0.193 13.406 29.747 0.113 -0.037 0.112
O 5.213 6.436 30.076 -0.26 -0.107 0.433
O 1.728 15.205 32.47 -0.105 0.165 0.126
O 6.33 3.905 23.456 0 -0.077 -0.144
O 1.176 17.697 24.705 0.295 0.263 -0.153
O 6.059 10.246 29.757 0.166 -0.146 0.336
O -0.312 15.859 25.659 0.044 -0.017 -0.018
O 8.523 6.38 26.073 -0.026 -0.011 -0.153
O 3.322 2.9 27.608 0.035 -0.075 -0.031
O 4.183 4.724 31.801 0.177 0.002 0.358
O 9.502 4.918 28.051 0.146 0.13 0.022

Results
total energy: -101658.195 eV
total energy less fixed offsets of O -438.35, Si -107.03 eV per atom: -4.995 eV
